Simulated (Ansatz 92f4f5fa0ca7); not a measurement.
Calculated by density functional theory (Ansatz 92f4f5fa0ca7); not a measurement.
Periodic cell of 256 atoms, Si144O112, from a study of silicon, its oxide and their interface. The atomic structure is a simulated model.
Doubt: the cutoff is far below the 930 eV that the study's wrapper takes by default for these files, so forces and energies are approximate.
This geometry differs little from another in the collection (a relaxation step or a small displacement).

Settings
functional: PBE
potential files: Ansatz PAW
basis: plane waves
wave-function cutoff: 580 eV
density cutoff ratio: 5
exchange-correlation grid ratio: 1
k mesh: 1 x 1 x 1, Gamma-centred
self-consistency stop: 5e-08 eV per atom in the density residual
occupations: fixed
spin: none
net charge: 0

Cell vectors (angstrom)
a, 10.938, 0, 0
b, 0, 10.938, 0
c, 5.3342, 4.8172, 38.4305

Atoms: element, x, y, z (angstrom)
Si, 6.9726, 3.2201, 31.0174
Si, 9.7029, 5.9313, 30.9993
Si, 6.4818, 9.2026, 30.9223
Si, 9.1746, 0.9814, 30.9896
Si, 0.9658, 3.6856, 30.9818
Si, 3.6999, 6.4823, 30.963
Si, 12.3675, 8.6772, 30.8922
Si, 4.2031, 0.4543, 30.9245
Si, 8.1032, 4.8068, 32.323
Si, 10.8311, 7.5416, 32.2839
Si, 8.0395, -0.6169, 32.2915
Si, 10.7754, 2.1063, 32.309
Si, 2.58, 4.8494, 32.2595
Si, 5.3232, 7.6043, 32.255
Si, 13.5355, 10.2602, 32.2362
Si, 5.3356, 2.0602, 32.2569
Si, 6.691, 6.1998, 33.6199
Si, 9.4316, 8.9229, 33.6192
Si, 6.6847, 0.7263, 33.675
Si, 9.4381, 3.4508, 33.7006
Si, 12.1743, 6.1864, 33.6739
Si, 14.8949, 8.9312, 33.6586
Si, 12.1745, 11.6477, 33.6166
Si, 3.9618, 3.4554, 33.6088
Si, 5.3342, 4.8172, 35.0122
Si, 8.0687, 7.5517, 35.0122
Si, 5.3342, 10.2862, 35.0122
Si, 8.0687, 2.0827, 35.0122
Si, 10.8032, 4.8172, 35.0122
Si, 13.5377, 7.5517, 35.0122
Si, 10.8032, 10.2862, 35.0122
Si, 13.5377, 2.0827, 35.0122
Si, 1.3673, -1.3673, 3.418
Si, 4.1018, 1.3673, 3.418
Si, 1.3673, 4.1018, 3.418
Si, 4.1018, -4.1018, 3.418
Si, 6.8362, -1.3673, 3.418
Si, -1.3673, 1.3673, 3.418
Si, 6.8362, 4.1018, 3.418
Si, -1.3673, 6.8362, 3.418
Si, 2.8016, -0.0943, 4.7042
Si, 5.5215, 2.6723, 4.7541
Si, 2.7286, 5.4712, 4.7742
Si, 5.5052, -2.7671, 4.8433
Si, -2.73, 0.071, 4.8393
Si, -0.0274, 2.7175, 4.7964
Si, 8.1916, 5.4953, 4.7577
Si, -0.03, -2.7174, 4.7987
Si, 1.4138, 1.2473, 5.9811
Si, 4.1404, 4.063, 6.0204
Si, 1.3263, -4.1293, 6.1282
Si, 4.0928, -1.4381, 6.1792
Si, -4.1324, 1.3747, 6.3177
Si, -1.4762, 4.0803, 6.1291
Si, 6.7879, -4.2136, 6.2453
Si, -1.278, -1.2069, 6.1975
Si, 0.4765, -0.2785, 7.499
Si, 2.975, 2.4292, 7.175
Si, -0.29, -5.2817, 7.3994
Si, 2.5606, -2.6714, 7.5136
Si, 5.1132, 0.1775, 7.555
Si, -3.3306, 3.3418, 7.4244
Si, 5.754, 4.9924, 7.4092
Si, -2.7332, -3.2698, 7.9097
Si, 6.7014, 3.45, 36.3795
Si, 9.4359, 6.1845, 36.3795
Si, 6.7014, 8.919, 36.3795
Si, 9.4359, 11.6535, 36.3795
Si, 12.1704, 3.45, 36.3795
Si, 3.9669, 6.1845, 36.3795
Si, 12.1704, 8.919, 36.3795
Si, 14.9049, 11.6535, 36.3795
Si, 8.0687, 4.8172, 37.7467
Si, 10.8032, 7.5517, 37.7467
Si, 8.0687, 10.2862, 37.7467
Si, 10.8032, 2.0827, 37.7467
Si, 2.5997, 4.8172, 37.7467
Si, 5.3342, 7.5517, 37.7467
Si, 13.5377, 10.2862, 37.7467
Si, 5.3342, 2.0827, 37.7467
Si, 1.3673, 1.3673, 0.6835
Si, 4.1018, 4.1018, 0.6835
Si, 1.3673, 6.8362, 0.6835
Si, 4.1018, -1.3673, 0.6835
Si, 6.8362, 1.3673, 0.6835
Si, -1.3673, 4.1018, 0.6835
Si, 6.8362, -4.1018, 0.6835
Si, -1.3673, -1.3673, 0.6835
Si, 0, 0, 2.0507
Si, 2.7345, 2.7345, 2.0507
Si, 0, 5.469, 2.0507
Si, 2.7345, -2.7345, 2.0507
Si, 5.469, 0, 2.0507
Si, 8.2035, 2.7345, 2.0507
Si, 5.469, 5.469, 2.0507
Si, 8.2035, -2.7345, 2.0507
Si, 8.0292, 3.7386, 24.5718
Si, 2.5893, 9.7406, 20.0584
Si, 11.4528, 3.4448, 21.5673
Si, 4.7525, -2.1533, 14.8805
Si, 11.1749, 4.3058, 24.6485
Si, -1.3474, -1.983, 17.1695
Si, 6.9882, 5.327, 22.133
Si, 1.2402, -4.7401, 13.1924
Si, -2.5164, 4.0239, 12.6985
Si, -2.3071, 3.001, 15.4421
Si, 3.8748, -4.7529, 9.6548
Si, 3.9944, -0.4302, 12.6032
Si, -1.8015, -3.9676, 13.1147
Si, 1.0621, 0.7412, 12.8849
Si, -0.692, 0.2808, 10.2868
Si, 3.1148, 1.7415, 21.0634
Si, 5.968, 0.0161, 10.4427
Si, 3.6631, -2.8155, 17.7706
Si, 0.8201, -4.0519, 17.5531
Si, 7.9224, 7.3666, 28.7684
Si, 13.2414, 0.5519, 23.7149
Si, 8.875, 7.5728, 22.054
Si, 10.3201, 4.6565, 19.0159
Si, 7.8925, 2.3769, 10.3062
Si, 3.7075, -3.3104, 12.2951
Si, 2.4074, 4.9479, 15.7888
Si, 13.2036, 1.774, 28.7581
Si, 2.7229, 2.7517, 25.8496
Si, 6.1352, 2.6804, 20.7378
Si, -2.6774, -2.0556, 10.6935
Si, 10.9814, 7.2749, 24.2495
Si, 10.4607, 9.3952, 20.0462
Si, 1.495, 4.1294, 9.4151
Si, 7.4858, 1.0778, 23.2082
Si, 5.156, 7.013, 24.1047
Si, 5.303, -5.2061, 17.1027
Si, 5.6633, 5.1623, 28.843
Si, 2.646, 8.6143, 23.0513
Si, -0.7185, 0.5498, 15.4238
Si, 7.3669, 3.6866, 18.2367
Si, 0.3895, 3.0328, 16.603
Si, 10.3816, 0.7575, 22.2163
Si, 9.4082, 8.9151, 26.4195
Si, 5.2389, 4.5542, 25.9002
Si, 0.469, 3.4598, 12.0719
Si, 7.2723, 9.2949, 24.1278
Si, 10.9348, -0.4242, 28.7115
Si, 7.3414, -3.4018, 15.7211
O, 7.7773, -3.0716, 9.4936
O, 3.8324, -1.7963, 11.7314
O, 9.6113, 3.8867, 25.0368
O, 3.7487, 7.545, 23.524
O, 6.7595, 6.2881, 28.4237
O, 2.0552, -7.8387, 8.3268
O, 13.5102, 7.5711, 30.4074
O, 11.2759, 5.0816, 8.8004
O, 3.2579, -3.4906, 8.7849
O, 10.3937, -0.2068, 20.9325
O, 5.0699, 4.4924, 27.5031
O, 4.6185, -0.7354, 14.088
O, 12.9032, 2.9149, 20.9979
O, 19.1216, 14.2137, 8.9867
O, 12.5248, 2.9551, 29.6502
O, -1.76, 1.4487, 10.642
O, 9.8096, 0.2891, 29.6448
O, 8.7025, 4.4715, 18.7991
O, 5.3414, 10.2958, 30.4054
O, 5.1598, -5.4188, 8.887
O, 4.4107, 5.8242, 29.6379
O, 1.886, 3.4024, 16.0156
O, 9.0724, 6.652, 29.6668
O, 8.3002, 9.5317, 25.3823
O, 1.4985, -1.4912, 8.0324
O, 7.4823, 3.3312, 11.5678
O, 0.0012, 0.5559, 8.8381
O, 11.5788, 4.0205, 23.0839
O, 11.6753, 0.5593, 23.1983
O, 7.8669, 3.7588, 14.2163
O, 9.8689, 8.1527, 20.912
O, 6.9239, 2.5238, 19.307
O, 7.2472, 8.6199, 29.5758
O, -6.9098, 1.3823, 7.8971
O, 12.2571, 3.5543, 25.6029
O, 2.6579, 0.4363, 20.1786
O, 0.182, 0.1512, 14.1259
O, -1.3445, -0.7801, 16.0889
O, -1.3546, -4.1434, 7.9167
O, -1.4328, -1.1601, 10.154
O, 4.3637, -4.2752, 11.153
O, -2.406, -1.7904, 7.2875
O, 12.1131, 7.9589, 23.2968
O, 12.0295, 9.2373, 19.6259
O, -0.8453, 3.7144, 15.7352
O, 6.2956, -2.2065, 15.3799
O, 3.4973, 1.0879, 29.5793
O, 7.9303, 6.4236, 21.366
O, 13.4713, 1.3174, 25.11
O, 2.7304, 5.0565, 9.925
O, 4.8763, -3.8954, 17.9978
O, 2.2787, -3.6049, 18.0913
O, -2.0092, 1.4599, 14.9907
O, 8.0699, 2.1042, 30.4673
O, 7.0011, -1.0799, 11.0864
O, 2.2742, -5.4365, 14.2649
O, -2.125, -2.8015, 12.0303
O, 0.9336, 4.9951, 12.1691
O, 3.934, 5.1475, 16.3662
O, 7.9586, 4.5064, 23.1435
O, 4.0985, 3.504, 25.3209
O, 6.6467, 1.411, 9.9646
O, 9.0014, 0.5055, 23.0092
O, 7.7119, 3.0202, 16.7872
O, 0.0312, -2.8073, 16.8864
O, 9.7315, 6.9088, 23.2704
O, 0.3979, 0.2499, 11.4864
O, 2.1073, -3.5859, 12.4597
O, -2.6159, -3.6829, 14.4764
O, 3.7703, -2.2669, 16.2111
O, -1.0637, 3.3245, 12.5536
O, 6.3399, 3.965, 29.7027
O, 6.8352, 4.3003, 25.5512
O, 10.7547, 6.1846, 18.6229
O, 5.3756, -0.567, 9.0246
O, 2.7624, 9.9554, 23.9642
O, 12.0921, 0.657, 28.3287
O, 2.8866, 2.4591, 27.433
O, 8.5654, -5.3268, 12.4232
O, 5.8277, 6.126, 22.9251
O, 1.1763, -5.1728, 16.4611
O, 10.5633, 8.2411, 25.488
O, 0.1998, 1.4044, 16.4965
O, 9.5769, 9.5442, 18.6885
O, 6.6104, -0.195, 23.7384
O, 6.4539, -4.7445, 16.0292
O, 6.266, 4.2625, 21.1434
O, 0.7938, 3.1463, 10.513
O, -0.2182, -4.0848, 13.5665
O, 6.1057, 8.2505, 24.5777
O, 3.6775, 9.3129, 18.8974
O, 8.622, 7.858, 27.3858
O, 10.797, 4.8064, 30.4588
O, 7.9671, 8.737, 22.7492
O, 4.4315, -3.3554, 13.7814
O, 11.4483, 5.8825, 24.932
O, 3.2708, 1.2674, 22.6133
O, 0.2093, 3.5239, 18.1558
O, 4.9283, 0.4774, 11.6263
O, 10.3514, 2.2543, 21.6052
O, 2.9137, 9.012, 21.4865
O, 4.8621, 6.0534, 25.38
O, 1.2301, 2.3668, 12.9981
O, 7.6055, 2.1809, 24.3897
O, 11.63, 9.2696, 29.5292
O, 6.8214, 1.701, 21.8522
O, 6.0386, 4.6393, 18.0587
O, 4.5526, 2.3114, 20.5521
O, -2.6695, -2.9253, 16.9792
O, 10.1779, 10.0157, 27.3523
O, 2.5704, 0.2118, 12.9376
O, 10.8048, 4.5479, 20.569

Results
free energy: -155248.103 eV
free energy less fixed offsets of O -568.88, Si -635.61 eV per atom: -5.703 eV

Forces (eV/angstrom), in the order of the atoms: element, x, y, z
Si, -0.027, 0.026, 0.0351
Si, -0.0229, 0.0259, 0.0268
Si, 0.0218, -0.021, 0.0254
Si, 0.0249, -0.0286, 0.034
Si, 0.0266, -0.0232, 0.0322
Si, 0.0264, -0.0286, 0.0305
Si, -0.0225, 0.0202, 0.0255
Si, -0.0203, 0.0241, 0.0254
Si, -0.0089, 0.0083, -0.0031
Si, -0.0119, 0.0085, -0.0013
Si, 0.0115, -0.0075, -0.0025
Si, 0.0076, -0.0103, -0.0026
Si, 0.0103, -0.0069, -0.004
Si, 0.0049, -0.0102, -0.0009
Si, -0.0071, 0.0089, 0.0008
Si, -0.0101, 0.0068, -0.0035
Si, -0.0029, 0.003, 0.0035
Si, -0.0001, -0.0012, 0.0033
Si, -0.0018, 0.0007, 0.0101
Si, -0.0003, 0.0022, 0.0154
Si, -0.0007, -0.001, 0.01
Si, 0.0014, 0.0013, 0.0069
Si, 0.0031, -0.0019, 0.0038
Si, 0, 0.001, 0.0048
Si, -0.039, 0.0173, -0.2376
Si, -0.0244, 0.0409, -0.1816
Si, -0.1009, 0.0274, 0.2214
Si, -0.0985, -0.0243, 0.324
Si, 0.0826, 0.0611, 0.3448
Si, 0.079, 0.0077, 0.2013
Si, -0.0001, -0.0121, -0.2021
Si, 0.0209, 0.0123, -0.2428
Si, -0.1653, -0.3297, -0.3646
Si, 0.2337, -0.2013, -0.3851
Si, -0.1582, -0.0973, 0.1432
Si, 0.1423, 0.1077, 0.1443
Si, 0.1791, 0.0763, 0.5706
Si, -0.1584, 0.1568, -0.1271
Si, 0.0995, -0.062, -0.1932
Si, -0.0337, 0.1906, -0.1615
Si, -0.012, 0.0013, -0.011
Si, 0.0057, 0.0091, -0.0162
Si, 0.0006, 0.0069, -0.0078
Si, -0.0045, -0.0034, -0.0096
Si, 0.0028, 0.0115, -0.0146
Si, 0.0131, -0.0098, -0.0012
Si, -0.0098, 0.0041, -0.0018
Si, 0.0003, 0.0133, -0.0115
Si, -0.0104, 0.0068, 0.002
Si, -0.0055, 0.0006, 0.0047
Si, 0.0044, -0.0112, -0.0061
Si, 0.0079, -0.0049, -0.0052
Si, 0.0028, -0.0064, -0.0092
Si, -0.0075, -0.0074, -0.0016
Si, 0.0097, 0.0047, 0.0024
Si, -0.0026, -0.0207, 0.0128
Si, -0.0081, 0.0096, -0.0217
Si, -0.0348, 0.0293, 0.0117
Si, 0.0161, -0.0015, 0.0195
Si, -0.0033, -0.007, 0.0053
Si, 0.0094, -0.0164, -0.0009
Si, -0.0096, 0.0236, -0.0058
Si, 0.0084, -0.0296, -0.0204
Si, 0.0026, 0.0061, -0.0179
Si, 0.0444, -0.0341, -0.0073
Si, 0.0223, -0.0238, -0.0181
Si, -0.0057, -0.0016, -0.0221
Si, -0.025, 0.0125, -0.0097
Si, -0.0139, 0.0378, -0.0043
Si, -0.0212, 0.0194, -0.009
Si, 0.0192, -0.014, -0.0093
Si, 0.0353, -0.0224, -0.0111
Si, -0.0202, 0.025, -0.0095
Si, -0.0382, -0.0109, -0.0065
Si, -0.0243, -0.0318, -0.0316
Si, -0.0094, -0.0177, -0.0201
Si, 0.0376, -0.0025, -0.0229
Si, 0.0297, 0.0018, -0.0242
Si, 0.0129, 0.0326, -0.0067
Si, -0.0336, 0.0301, -0.0082
Si, -0.0117, -0.0005, 0.022
Si, -0.0002, 0.0441, 0.0197
Si, 0.0755, -0.0403, -0.0004
Si, 0.0103, -0.0136, 0.0169
Si, 0.0394, -0.0357, 0.0073
Si, -0.0128, -0.0404, 0.003
Si, -0.0225, 0.0058, 0.0358
Si, -0.0139, 0.0113, 0.0151
Si, 0.0171, -0.0353, 0.0319
Si, -0.0392, -0.0639, 0.0296
Si, -0.0333, 0.0222, -0.0117
Si, -0.1043, -0.0152, -0.0312
Si, -0.0734, 0.0504, -0.0294
Si, 0.0694, 0.0858, -0.0476
Si, -0.0582, -0.0647, 0.0322
Si, 0.1092, 0.0306, 0.0002
Si, 0.0007, -0.0056, -0.0065
Si, 0.0027, 0.001, -0.0048
Si, 0.0025, -0.0011, -0.0019
Si, 0.0039, -0.0043, 0.0151
Si, -0.0034, 0.0009, -0.0065
Si, 0.0009, -0.0015, 0.0014
Si, 0.0002, 0.0005, -0.0065
Si, 0.0117, -0.0093, 0.0081
Si, -0.0043, -0.0035, 0.0117
Si, -0.0012, 0.0007, 0.0146
Si, -0.0068, -0.0042, 0.0028
Si, 0.01, -0.0011, 0.0062
Si, -0.0083, 0.0071, 0.0058
Si, -0.0113, -0.0043, 0.0025
Si, 0.0062, 0.0074, -0.0203
Si, 0.0003, 0.0041, -0.0091
Si, -0.0072, -0.0051, -0.0136
Si, 0.0003, -0.0005, 0.0116
Si, 0.0008, 0.0012, 0.0032
Si, -0.0031, -0.0001, -0.0044
Si, 0.0014, -0.002, -0.0032
Si, 0.0009, -0.0003, -0.0051
Si, -0.0006, 0.0053, 0.001
Si, 0.0056, 0.005, -0.0121
Si, 0.0047, -0.0102, 0.0025
Si, -0.0036, 0.0026, 0.0082
Si, -0.0023, -0.0081, -0.0084
Si, -0.0098, -0.0041, -0.0009
Si, -0.0039, 0.0004, -0.0028
Si, -0.013, -0.0134, -0.006
Si, -0.0004, -0.0014, -0.0067
Si, -0.0024, 0.0165, 0.0097
Si, 0.0046, -0.002, -0.0328
Si, 0.0081, 0, 0.0006
Si, -0.0024, 0, -0.0079
Si, -0.0013, -0.003, 0.0071
Si, 0.004, 0.009, -0.0074
Si, 0.0018, -0.0011, -0.0056
Si, -0.0053, -0.0012, 0.0173
Si, -0.0051, 0.0065, 0.0021
Si, 0.0054, 0.0003, 0.0102
Si, -0.0116, 0.0008, -0.0237
Si, -0.0004, -0.0003, -0.0068
Si, 0.0094, 0.0041, -0.0044
Si, 0.0035, 0.0066, -0.0124
Si, -0.004, 0.0041, -0.0051
Si, 0.007, -0.001, -0.0038
Si, 0.0007, -0.0042, 0.0139
O, 0.0084, 0.0075, 0.008
O, -0.0029, 0.0055, -0.0002
O, 0.0007, 0.0017, 0.0062
O, 0.0021, 0.0013, 0.0051
O, -0.005, -0.0054, 0.0077
O, 0.0043, 0.0114, 0.0074
O, -0.0005, 0.0043, -0.026
O, 0.01, -0.0132, 0.0053
O, 0.0017, -0.0016, 0.0035
O, 0.0013, 0.0031, 0.0147
O, -0.002, -0.0036, 0.0006
O, -0.0068, 0.0046, -0.0082
O, -0.0065, -0.002, 0.0071
O, 0.0009, -0.0107, 0.0252
O, -0.0017, 0.0028, -0.0107
O, 0.0045, -0.0087, -0.003
O, -0.0038, -0.0003, -0.0123
O, -0.0011, -0.0011, 0
O, -0.0043, 0.0005, -0.0227
O, -0.0091, 0.0122, 0.0226
O, 0.0007, 0.0018, -0.0079
O, -0.001, 0.0031, -0.0018
O, 0.0043, -0.0006, -0.0066
O, 0.0002, 0.0012, 0.0084
O, 0.0089, -0.0056, 0.0138
O, -0.0021, 0.0005, 0.001
O, -0.0158, 0.0024, 0.0315
O, 0.001, 0.0008, 0.0048
O, 0.0064, 0.0003, 0.0027
O, 0.002, 0.0043, -0.0097
O, -0.0006, 0.0112, 0.0048
O, -0.0002, 0.0009, 0.0033
O, 0.0015, 0.0001, -0.0083
O, 0.0083, -0.0009, 0.0153
O, 0.0055, 0.0001, 0.0057
O, 0.0029, 0.002, 0.0066
O, 0.0083, 0.0005, -0.0103
O, 0.0031, 0.0049, -0.0012
O, 0.0038, 0.0048, 0.0082
O, 0.0048, 0.0139, 0.0017
O, 0, 0.0035, 0.0092
O, 0.0022, -0.0012, 0.0094
O, 0.0012, 0.0026, 0.0072
O, -0.0036, 0.0029, 0.007
O, -0.0047, -0.0013, -0.0039
O, -0.0037, 0.0007, -0.003
O, -0.0011, -0.0023, -0.0051
O, 0.0011, 0.0016, 0.0052
O, -0.0001, 0.004, 0.0034
O, -0.0026, -0.0001, -0.0033
O, 0.0019, -0.0001, -0.0045
O, -0.0056, -0.001, -0.0043
O, -0.0024, 0.0018, -0.003
O, 0.0045, -0.0018, -0.0253
O, 0.0046, -0.0005, 0.0033
O, -0.0078, 0.0067, -0.0057
O, 0.0008, -0.0021, 0.0064
O, -0.0028, 0.0021, 0.0078
O, -0.0056, 0.0012, -0.0019
O, -0.0019, -0.0025, 0.0115
O, 0.0005, -0.0015, 0.0037
O, 0.0045, 0.0023, 0.0039
O, 0.0033, 0.0036, -0.0109
O, 0.0054, 0.0009, -0.0062
O, -0.0017, -0.0014, 0.001
O, 0.0079, 0.0034, 0.0091
O, -0.0032, 0.0028, 0.0023
O, -0.0031, 0.0014, -0.0008
O, 0.0064, -0.0013, -0.0118
O, 0.0035, 0.0042, -0.0092
O, -0.0044, 0.001, 0.0026
O, -0.0004, -0.0007, -0.012
O, 0.0016, -0.0028, 0.0028
O, 0.0023, -0.0003, -0.0028
O, 0.0048, 0.0007, 0.014
O, -0.0009, 0.0008, 0.0001
O, 0.0024, 0.0035, 0.0077
O, 0.0032, 0.005, 0.0016
O, 0.0016, 0.0033, 0.0015
O, -0.0051, 0.0069, 0.0138
O, 0.0069, -0.0009, -0.0013
O, -0.0008, 0.0012, 0.0077
O, -0.003, -0.0029, -0.0042
O, 0.0024, -0.0011, 0.0062
O, 0.0014, -0.0027, 0.0064
O, 0.0023, 0.0052, -0.0012
O, 0.0026, 0.0038, 0.0069
O, -0.003, -0.0007, 0.0059
O, -0.0034, 0.0012, -0.002
O, -0.0008, 0.0019, 0.0033
O, -0.0011, 0.0006, 0.0018
O, 0.0069, 0.0056, -0.001
O, -0.0049, 0.0019, -0.027
O, -0.0043, -0.0014, 0.0089
O, -0.0026, -0.0005, -0.0042
O, -0.0006, 0.0052, 0.0047
O, -0.0062, -0.0016, 0.0092
O, -0.003, -0.0001, -0.0028
O, -0.004, 0.0024, 0.0068
O, 0.0043, -0.0178, 0.0169
O, -0.0026, -0.0023, 0.015
O, 0.0004, -0.0041, 0.0025
O, 0.0019, -0.0017, 0.0021
O, 0.0044, 0.0075, -0.0006
O, -0.002, 0.0021, -0.0077
O, 0.0042, -0.001, 0.0072
O, 0.0013, 0.0013, -0.0021
O, -0.0017, -0.0005, 0.0053
O, -0.0042, -0.0007, -0.0073
O, -0.0088, -0.0045, -0.004
O, 0.0005, -0.0016, -0.0032
O, 0.0005, -0.0012, 0.0033

The program warned: the cutoff lies below the one the program advises for these potential files; the exchange-correlation potential is rough where the density is thin.
